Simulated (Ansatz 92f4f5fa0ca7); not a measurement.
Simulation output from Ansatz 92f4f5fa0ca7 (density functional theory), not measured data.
Periodic cell of 171 atoms, Si99O72, from a study of silicon, its oxide and their interface. The atomic structure is a simulated model.

Settings
functional: r2SCAN
potential files: Ansatz norm-conserving
basis: plane waves
wave-function cutoff: 1300 eV
density cutoff ratio: 4
exchange-correlation grid ratio: 1
k mesh: 2 x 2 x 1, shifted by 0.5 0.5 0.5 of a step
self-consistency stop: 5e-08 eV per atom in the density residual
occupations: Fermi-Dirac, 0.05 eV
spin: none
net charge: 0

Cell vectors (angstrom)
a  11.5403  0  0
b  0  11.5403  0
c  -3.1452  -2.4631  21.5039

Atoms: element, x, y, z (angstrom)
Si  -1.7194  1.518  -0.7804
Si  -1.9773  5.7982  -0.4708
Si  -2.1476  9.9747  -0.482
Si  2.0997  1.0016  -0.5422
Si  1.9769  6.3345  -0.5642
Si  1.9383  9.4663  -0.1655
Si  6.0205  0.8649  -0.4921
Si  5.8024  6.3758  -0.157
Si  5.7416  9.3986  0.0157
Si  0.1521  1.6279  0.7205
Si  0.072  5.5638  0.7642
Si  -0.1381  9.4694  0.886
Si  4.0207  1.5606  0.7492
Si  3.8137  5.7844  0.8893
Si  3.7878  9.4619  1.2291
Si  7.876  1.7742  0.7287
Si  7.7605  5.9613  1.0617
Si  7.7332  9.6272  1.1519
Si  0.1566  3.6163  2.0946
Si  -0.0272  7.5227  2.2148
Si  0.0148  11.3733  2.2809
Si  3.9252  3.6566  2.0255
Si  3.8342  7.5387  2.4443
Si  3.9247  11.4171  2.4019
Si  7.7395  3.7793  2.0992
Si  7.8055  7.743  2.4889
Si  7.8082  11.5557  2.3699
Si  -1.8369  3.7066  3.4633
Si  9.7397  7.6599  3.7309
Si  9.7025  11.4401  3.7351
Si  2.0452  3.6246  3.504
Si  1.8656  7.6051  3.6784
Si  1.9491  11.3617  3.6832
Si  5.8079  3.7179  3.4782
Si  5.8068  7.6397  3.7261
Si  5.872  11.4168  3.7219
Si  9.7144  1.8592  4.9805
Si  9.6077  5.6514  4.8457
Si  9.7358  9.5348  5.1415
Si  2.0444  1.7464  5.0111
Si  1.9784  5.5915  4.8567
Si  1.9143  9.484  5.1424
Si  5.7728  1.8426  4.9526
Si  5.8014  5.6385  4.9134
Si  5.8957  9.5006  5.1363
Si  0.1186  1.7119  6.348
Si  0.0019  5.719  6.0998
Si  0.0193  9.5477  6.6224
Si  3.9454  1.664  6.45
Si  3.8813  5.5101  6.2873
Si  3.9254  9.4585  6.4262
Si  7.7132  1.9042  6.2377
Si  7.7252  5.8107  6.2707
Si  7.854  9.4887  6.5527
Si  -0.0176  3.7904  7.2734
Si  -0.0607  7.4317  7.703
Si  0.1773  11.4897  8.0904
Si  3.8427  3.5974  7.7537
Si  3.8926  7.4621  7.6211
Si  4.066  11.2374  7.9424
Si  7.6516  3.8754  7.4686
Si  7.7542  7.5462  8.0395
Si  7.8987  11.5856  7.6344
Si  9.6563  3.8572  8.6094
Si  9.7905  6.8554  9.326
Si  9.6572  12.2939  9.0693
Si  1.7096  3.9902  8.7569
Si  1.9363  7.0277  8.8277
Si  2.2693  11.2621  9.4747
Si  5.8408  4.1612  8.9446
Si  5.6077  7.2588  9.2318
Si  6.1932  11.1701  9.1453
Si  4.9502  4.2383  16.9253
Si  5.6853  6.4201  15.3117
Si  2.0013  2.395  10.9823
Si  10.0535  4.848  15.8872
Si  8.1038  9.5192  13.1899
Si  3.3607  7.0044  13.5483
Si  6.7623  3.2953  11.8233
Si  6.7408  5.5739  19.0295
Si  8.1147  7.112  17.0405
Si  3.8512  4.0213  12.6427
Si  9.9424  2.4763  18.0979
Si  2.5467  11.0168  15.3606
Si  2.5165  1.7771  13.5563
Si  4.6969  -0.1759  13.4649
Si  7.7755  4.2277  14.1427
Si  4.0483  2.6095  19.1221
Si  1.9334  8.8342  11.4495
Si  -0.8214  8.0073  12.267
Si  -3.7081  0.5581  11.4033
Si  -0.1069  11.4536  18.3514
Si  7.5218  12.1438  17.9315
Si  6.1681  1.8834  15.4342
Si  0.489  6.7397  14.7779
Si  8.7311  9.8771  16.0628
Si  0.05  9.5544  15.931
Si  5.9138  9.1702  11.3928
Si  2.8478  -0.0229  18.3974
O  4.7749  7.3547  14.3275
O  1.8764  7.7766  10.2613
O  3.6855  5.6216  12.7431
O  -1.2205  7.0367  -1.2788
O  -1.898  -0.0843  -1.1816
O  1.259  10.1083  15.0062
O  -0.7428  1.1913  17.5774
O  9.1575  6.1069  16.3479
O  9.3403  4.3825  14.5127
O  2.0725  -0.6244  -1.0427
O  5.1821  -1.1822  12.2781
O  7.9402  6.557  18.5495
O  5.7608  -0.7521  -0.9077
O  3.8567  1.2233  18.3415
O  5.745  7.9349  -0.8185
O  2.6167  12.722  10.123
O  5.5183  2.5379  19.8503
O  4.5313  5.5777  16.1115
O  3.0418  3.2901  13.8716
O  9.1886  11.7602  10.5705
O  6.5187  9.7575  9.9672
O  7.7379  4.3961  12.5175
O  7.0476  8.5667  12.3981
O  7.6294  1.9634  12.1567
O  -0.3144  6.8841  13.3564
O  0.9754  3.1546  10.0073
O  1.9558  5.4788  9.3854
O  8.7793  8.5744  17.0214
O  7.383  2.7762  14.8064
O  3.185  3.4826  11.2682
O  2.3727  10.2568  10.7971
O  3.8288  10.484  14.5263
O  6.4986  12.1676  10.4336
O  9.7334  5.2012  9.596
O  2.0977  6.723  14.5464
O  -1.3563  10.1431  15.3848
O  0.1068  7.9415  15.8191
O  2.1484  12.5584  14.9427
O  2.8927  -0.6732  16.9186
O  3.8855  3.8448  18.0655
O  8.3803  11.0778  17.0583
O  6.4242  3.3683  10.2642
O  0.1485  10.1119  17.4503
O  6.3121  4.664  17.7356
O  6.6517  7.2764  16.3066
O  7.7458  9.6303  14.7852
O  6.9149  11.4454  19.2804
O  6.7295  5.3748  14.6369
O  5.6824  6.5823  19.7474
O  9.6492  2.3952  9.398
O  11.5563  5.3596  15.5171
O  10.1626  7.415  10.8608
O  2.9546  8.2644  12.5998
O  1.3518  11.9766  18.8177
O  5.3737  3.4722  12.6756
O  1.3454  1.904  12.4148
O  -1.983  8.8753  12.9791
O  -3.6118  -0.5379  12.5933
O  6.4464  1.3726  -2.0047
O  6.4385  1.1245  16.8416
O  5.7538  0.7418  14.3333
O  5.1275  7.9017  10.734
O  10.0584  3.658  16.9817
O  -1.0453  11.0368  19.6047
O  5.5793  5.6529  9.5847
O  2.0332  7.9696  -0.9659
O  2.0879  5.5033  -1.9857
O  5.0662  3.0119  15.8647
O  3.6879  0.9124  12.8126
O  5.9562  5.2617  -1.3615
O  8.4316  13.4419  18.3158
O  0.4323  9.0182  12.0389

Results
free energy: -45073.782 eV
free energy less fixed offsets of O -463.61, Si -117.95 eV per atom: -16.812 eV
pressure: -1.46 GPa
stress xx, yy, zz, yz, xz, xy (GPa, positive in tension): 0.51, 1.9, 1.98, -0.14, 0.09, -0.06

Forces (eV/angstrom), in the order of the atoms: element, x, y, z
Si  0.1646  0.0037  -0.4675
Si  -0.2634  0.1523  -0.417
Si  -0.0619  -0.1439  -0.1975
Si  -0.0758  -0.3165  -0.5656
Si  0.072  0.1485  -0.5447
Si  0.0213  -0.0376  -0.7534
Si  -0.1406  -0.3613  -0.8594
Si  -0.0717  0.3609  -0.7636
Si  -0.1504  -0.0068  -0.8481
Si  -0.0536  0.0175  -0.092
Si  0.0572  0.2055  -0.1372
Si  -0.1703  0.1586  -0.4217
Si  0.1157  -0.0565  -0.2488
Si  -0.1308  0.08  -0.0145
Si  0.1325  -0.0573  -0.4248
Si  0.0115  -0.0945  -0.0823
Si  0.171  -0.1633  -0.0567
Si  0.0588  -0.0749  -0.353
Si  -0.0456  -0.1409  -0.0824
Si  -0.1164  -0.0499  -0.084
Si  -0.0254  -0.0309  0.0271
Si  -0.0749  0.0056  -0.136
Si  -0.0485  0.1225  0.342
Si  0.0161  0.0021  0.3274
Si  0.029  -0.1982  -0.1222
Si  0.1089  0.0787  0.2558
Si  0.0946  0.2539  0.2786
Si  0.0492  0.0221  -0.0554
Si  -0.0393  -0.0814  -0.0984
Si  -0.0983  -0.023  -0.1186
Si  0.025  -0.0129  0.1679
Si  0.245  -0.1915  -0.003
Si  0.0245  0.1525  -0.0038
Si  0.0619  0.0756  0.118
Si  -0.0948  -0.125  -0.0804
Si  -0.0572  0.1559  -0.0346
Si  0.0072  -0.1983  -0.0109
Si  0.0544  0.1518  -0.0347
Si  0.0103  -0.0039  0.0421
Si  -0.1497  -0.1173  -0.097
Si  -0.0214  0.0653  0.0337
Si  0.0401  0.1321  0.02
Si  0.0977  -0.1287  -0.0081
Si  0.0433  -0.0141  0.0665
Si  0.0281  0.1167  0.1556
Si  0.1177  -0.1663  -0.0458
Si  0.0165  -0.1202  -0.3341
Si  0.0922  0.1186  0.1396
Si  0.0172  -0.0521  0.154
Si  0.0412  0.0337  -0.1059
Si  0.0065  -0.0736  -0.1658
Si  -0.143  0.0452  -0.1929
Si  -0.0235  0.067  -0.0417
Si  -0.0587  -0.1668  -0.009
Si  0.097  0.1641  0.4364
Si  0.1331  -0.0586  0.2068
Si  -0.0423  0.0228  0.0618
Si  -0.0478  0.1076  0.3773
Si  -0.0222  -0.0448  0.2393
Si  0.1372  0.0662  -0.0155
Si  -0.0346  0.0205  0.3372
Si  -0.02  -0.1269  0.2083
Si  0.0654  -0.0052  -0.0969
Si  -0.105  -0.132  0.6478
Si  0.1454  -0.4251  0.8613
Si  -0.0609  0.4176  0.887
Si  -0.3337  0.2633  0.3073
Si  -0.0392  -0.2431  0.7128
Si  0.1249  0.395  0.3562
Si  0.2067  -0.2044  0.6926
Si  -0.3578  -0.3665  0.2956
Si  0.2204  0.3789  0.5985
Si  -0.3147  0.0784  -0.47
Si  0.0393  0.1633  -0.0093
Si  -0.142  0.0715  0.5635
Si  0.1587  0.1103  -0.3126
Si  0.0996  -0.0241  0.427
Si  0.1258  -0.2254  0.3773
Si  0.0394  0.1682  0.3338
Si  0.029  -0.0162  -0.5244
Si  0.1102  0.1615  -0.5065
Si  -0.0249  0.1719  0.4431
Si  -0.0428  0.1447  -0.4753
Si  -0.1769  -0.1624  -0.0259
Si  -0.0994  0.1085  0.602
Si  0.0625  0.0635  0.2798
Si  0.1993  0.181  -0.0432
Si  -0.1261  0.1032  -0.3397
Si  0.0328  -0.1603  0.299
Si  -0.0972  0.0486  0.5307
Si  -0.1148  0.0009  0.4828
Si  0.1971  -0.1859  -0.365
Si  0.0339  -0.0398  -0.4454
Si  0.0219  0.2091  -0.2261
Si  0.0195  -0.1276  0.3068
Si  0.0329  -0.1834  -0.2197
Si  -0.0562  -0.1103  -0.3095
Si  0.0611  0.0039  0.4383
Si  -0.1334  -0.1167  -0.4537
O  -0.1925  -0.1965  -0.1194
O  0.0483  0.1816  -0.148
O  -0.0064  -0.0039  -0.032
O  -0.1828  -0.267  -0.0241
O  -0.1212  0.0929  0.4691
O  0.0588  0.0777  0.2883
O  -0.0044  -0.0821  0.3022
O  -0.1476  0.0327  0.126
O  -0.2213  0.0774  0.3004
O  -0.0942  0.356  0.7198
O  0.158  -0.3188  -0.223
O  -0.1601  -0.2933  0.2155
O  0.2368  0.4723  0.7333
O  -0.0381  0.0235  0.2396
O  0.1817  -0.3163  0.8424
O  -0.1913  -0.1918  -0.0003
O  0.2997  0.3445  0.2179
O  0.4147  -0.2516  0.1245
O  0.0618  -0.2259  -0.5047
O  0.0401  0.1528  -0.5778
O  -0.2142  0.2033  0.0278
O  -0.3519  -0.3097  -0.0604
O  -0.2175  0.2848  -0.3749
O  -0.0067  -0.1392  -0.3893
O  -0.0017  0.3147  -0.267
O  0.4274  -0.0477  -0.2223
O  -0.0716  0.2129  -0.6967
O  -0.1141  -0.0212  -0.0234
O  -0.2481  -0.0047  0.0892
O  -0.1115  -0.282  -0.0711
O  -0.0671  0.1984  -0.6131
O  -0.0537  0.3598  -0.1441
O  0.0429  -0.3484  -0.3176
O  -0.0398  0.3874  -0.6026
O  0.021  0.1275  -0.3145
O  -0.0303  -0.1576  0.2954
O  0.0199  0.1466  -0.2033
O  0.2247  -0.1928  -0.2871
O  -0.0602  0.2268  0.2616
O  0.347  -0.4366  0.3745
O  -0.1163  0.2356  0.2676
O  -0.1812  0.1743  -0.3293
O  -0.1065  0.4103  0.22
O  0.0696  0.2292  0.4386
O  0.1326  -0.2459  0.1134
O  0.2255  0.0409  -0.1682
O  -0.2063  -0.3817  0.7115
O  -0.0544  -0.0605  0.1034
O  0.3163  -0.0389  0.2304
O  0.0841  -0.4292  -0.4706
O  -0.2463  0.1722  -0.0769
O  -0.1707  -0.0798  -0.7789
O  -0.2559  0.0779  -0.4056
O  0.0559  -0.1147  0.039
O  0.0426  -0.0006  -0.2238
O  0.5569  0.1296  -0.444
O  0.0052  -0.1095  -0.2417
O  -0.1706  0.1019  -0.3483
O  -0.1392  0.1009  0.4293
O  0.1665  0.0003  0.2068
O  -0.2074  -0.0687  -0.0485
O  0.3059  0.0037  -0.5662
O  -0.1007  -0.2555  0.3732
O  0.0731  -0.3197  0.3446
O  0.1937  -0.0356  -0.4167
O  -0.2071  -0.1143  0.5348
O  -0.1003  0.223  0.3218
O  0.2022  0.0055  0.2532
O  -0.1084  0.0118  0.0285
O  0.2258  0.2268  0.1086
O  0.0172  -0.0489  0.1017
O  0.1488  -0.2161  -0.2032
